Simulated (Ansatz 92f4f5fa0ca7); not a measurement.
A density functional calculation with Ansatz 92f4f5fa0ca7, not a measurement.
Periodic cell of 188 atoms, Si104O84, from a study of silicon, its oxide and their interface. The atomic structure is a simulated model.

Settings
functional: PBE
potential files: Ansatz PAW
basis: plane waves
wave-function cutoff: 700 eV
density cutoff ratio: 5
exchange-correlation grid ratio: 2
k mesh: 2 x 2 x 1, shifted by 0.5 0.5 0.5 of a step
self-consistency stop: 5e-08 eV per atom in the density residual
occupations: Fermi-Dirac, 0.05 eV
spin: none
net charge: 0

Cell vectors (angstrom)
a	11.5983	0	0
b	0	11.5983	0
c	5.4739	-2.1741	24.7903

Atoms and the computed forces on them: element, x, y, z (angstrom), force x, y, z (eV/angstrom)
Si	0.9173	-0.0968	-1.3666	0.2615	-0.0451	-0.2149
Si	0.2192	2.8967	-1.5182	-0.2101	0.1663	0.1702
Si	2.2139	7.6677	-5.1702	0.1056	0.009	-0.1001
Si	4.0719	-0.0101	-0.8153	0.1927	0.0407	0.3197
Si	3.2484	4.1346	1.2024	0.2256	0.0252	0.0759
Si	7.7925	7.5579	1.8861	0.3031	-0.0189	-0.0283
Si	10.7694	-0.1085	1.3943	0.529	-0.1376	-0.1732
Si	10.7372	3.5003	1.4663	-0.1948	-0.3907	-0.2046
Si	9.2043	4.2229	-1.6092	0.0319	-0.1535	0.2492
Si	4.3402	0.046	1.5124	0.1921	0.0762	0.0783
Si	5.3805	4.8474	0.3524	0.2666	-0.5742	-0.1292
Si	3.7999	7.6824	1.3869	0.0399	0.0772	-0.0224
Si	6.8461	-0.0224	1.7545	-0.2145	-0.088	-0.0591
Si	7.0243	3.8195	1.7484	-0.3612	0.0074	-0.1679
Si	5.9499	7.1818	0.506	-0.0756	0.3776	-0.2032
Si	8.7371	0.5567	0.3803	-0.4545	0.0801	-0.5425
Si	8.7073	3.0289	0.3766	-0.0993	0.1139	-0.1439
Si	10.2588	7.4444	1.4973	-0.1271	0.1178	0.2736
Si	3.4655	2.0476	2.622	0.0815	-0.0847	-0.1328
Si	3.414	5.8008	2.8375	0.1734	0.1138	0.3385
Si	3.554	9.6666	2.6587	0.0123	-0.1026	-0.0151
Si	7.0821	1.8896	3.0942	0.1367	0.2917	0.2618
Si	7.3504	5.64	3.173	-0.0216	-0.2214	0.159
Si	7.3275	9.6009	2.9942	-0.1275	0.1215	-0.0817
Si	11.0872	1.7238	2.9017	-0.1399	0.1219	0.1734
Si	10.9802	5.5372	2.7746	-0.03	0.0937	0.0034
Si	10.9765	9.475	2.6403	-0.0703	-0.1525	0.0996
Si	1.5327	1.8347	4.0362	-0.016	0.0512	0.1094
Si	1.3983	5.7255	4.0993	-0.0021	0.0685	-0.0316
Si	1.4597	9.5405	3.8754	0.0455	0.0325	0.0623
Si	5.1471	2.0027	4.385	0.2046	-0.2005	-0.0306
Si	5.3112	5.7097	4.3919	0.006	-0.0044	-0.1083
Si	5.3342	9.5284	4.2396	0.0013	0.0665	-0.0319
Si	9.1489	1.8759	4.3047	-0.1926	-0.1674	-0.1799
Si	9.2652	5.4098	4.4679	-0.0369	0.1665	-0.2162
Si	9.2596	9.6008	4.3096	-0.1223	0.0241	0.1521
Si	1.4598	-0.1624	5.3083	0.114	0.2162	-0.0458
Si	1.4159	3.7711	5.4769	0.1218	-0.1483	-0.0609
Si	1.5034	7.6974	5.4341	-0.0435	-0.1258	-0.0082
Si	5.2933	-0.0948	5.547	-0.2207	-0.0362	0.0281
Si	5.2738	3.827	5.8769	-0.0235	-0.0044	0.0596
Si	5.3943	7.6877	5.6919	-0.0932	0.0309	0.0194
Si	9.1923	-0.0016	5.6596	0.2144	0.2026	-0.2005
Si	9.1701	3.5744	5.9745	0.1753	0.1109	0.2442
Si	9.1563	7.5053	5.4986	0.2356	-0.0501	-0.1995
Si	3.2874	-0.0009	6.7961	0.0581	-0.25	-0.04
Si	3.2059	3.9296	7.0285	-0.173	-0.1017	0.0097
Si	3.4219	7.8068	6.9417	0.0097	-0.0087	-0.3141
Si	7.222	-0.1176	6.9612	-0.1022	0.0758	-0.4003
Si	7.1544	3.6601	7.4099	-0.0868	-0.0567	-0.2516
Si	7.3622	7.5682	7.0436	0.0041	0.0775	-0.1963
Si	11.2537	-0.0539	6.8394	-0.0866	0.0398	-0.2033
Si	11.2924	3.5267	7.1499	-0.0564	0.1313	-0.1573
Si	11.1095	7.5287	6.7367	-0.0834	-0.0606	-0.0916
Si	2.8254	1.8914	8.1821	-0.0213	0.0956	-0.0792
Si	3.0097	5.9581	8.3108	-0.0755	0.2214	0.5532
Si	6.6933	1.5529	8.5778	0.5214	-0.3426	-0.0415
Si	9.332	5.6112	9.6655	0.0403	-0.023	0.0831
Si	7.3126	5.7499	8.5924	0.0011	0.1812	0.3701
Si	4.5863	1.3446	9.6492	-0.6254	0.2729	0.425
Si	0.1565	0.0459	11.2048	0.0564	-0.0647	-0.0174
Si	11.1547	5.6146	8.2221	-0.0877	0.1473	-0.0939
Si	10.7171	9.5228	7.8625	0.0421	-0.0529	0.0998
Si	1.1246	6.8086	9.4269	0.1274	0.2206	0.055
Si	3.8346	8.7421	12.1909	-0.1144	-0.0599	0.2529
Si	3.2324	9.7696	8.2705	-0.1113	-0.0154	-0.0947
Si	9.1512	-1.2262	12.4676	0.2265	-0.0903	0.1958
Si	3.5017	4.9128	12.9218	-0.282	0.0842	0.1993
Si	8.225	9.5638	8.0072	-0.0666	-0.1147	0.4326
Si	0.435	1.5845	8.431	0.0194	-0.2222	0.4775
Si	1.3625	6.8652	11.7362	0.0547	-0.3018	-0.1143
Si	1.0368	9.2852	9.256	-0.3119	0.2635	0.4787
Si	7.3395	10.6736	17.4872	0.0251	-0.0348	-0.0631
Si	3.1569	9.5795	14.9785	-0.1416	0.1508	0.1372
Si	3.8643	4.9921	15.951	-0.0299	-0.0712	0.054
Si	10.7593	3.2839	17.1071	0.0599	-0.0384	-0.0258
Si	4.3937	2.0998	12.7467	-0.2028	0.0106	0.4087
Si	5.062	6.2434	10.7947	-0.337	-0.0896	-0.1454
Si	2.3722	9.2592	19.4479	-0.0552	0.0299	-0.1272
Si	3.0561	7.6026	17.1797	-0.1557	-0.0477	-0.0584
Si	1.6996	2.9496	15.6939	-0.0585	-0.0042	-0.0834
Si	6.3141	6.4775	22.2991	0.2564	-0.0495	-0.0946
Si	9.9137	7.295	12.0356	0.1424	-0.1003	0.2298
Si	4.9572	4.4265	24.1852	-0.6438	0.052	-0.0526
Si	6.9984	2.9581	24.4521	0.0253	-0.0599	-0.6669
Si	4.727	-0.9633	9.9816	-0.4569	-0.3575	0.4399
Si	10.9944	4.1981	14.4893	0.0925	-0.0417	-0.1514
Si	2.0498	12.0766	13.7473	0.0294	-0.0095	0.1839
Si	6.9072	4.5511	16.7547	0.0007	0.0432	0.0245
Si	7.0795	-0.7267	10.4035	0.4281	-0.1064	0.2054
Si	10.056	4.6742	21.4826	-0.0758	0.0353	-0.1153
Si	9.0117	4.5757	12.4586	0.1035	-0.0023	0.2513
Si	7.1541	2.7278	14.2846	0.0901	-0.1063	0.0339
Si	4.4738	9.9294	17.5185	-0.1314	0.1061	-0.0797
Si	10.9157	-1.6044	19.4402	-0.0602	-0.0144	-0.1159
Si	8.5808	0.1126	15.0768	0.0573	-0.048	0.033
Si	9.6318	12.2815	17.7886	0.1283	-0.0512	-0.0526
Si	11.3467	6.9831	22.7604	-0.1298	0.0871	-0.0657
Si	13.546	9.0921	22.3174	-0.1971	0.0595	-0.2569
Si	11.8268	2.293	22.1032	-0.1037	0.0577	-0.0404
Si	9.0371	8.0245	18.1309	0.167	0.0165	-0.0623
Si	9.6611	5.8447	16.3726	0.0093	0.0554	-0.0539
Si	8.3051	4.8929	24.0081	0.2004	-0.0394	0.0964
Si	11.0775	11.0195	22.0693	-0.116	-0.227	-0.1118
O	2.5327	-0.1521	-1.2541	-0.2548	0.0367	-0.0575
O	0.2922	-0.2424	0.1284	-0.4015	0.0185	0.3814
O	0.0124	2.9346	0.1234	0.4581	0.0211	-0.0966
O	10.4295	3.3421	-2.2898	0.1529	0.0736	-0.0585
O	4.8965	7.7322	11.457	0.0996	-0.0176	-0.0954
O	7.8945	9.6639	9.6347	0.0903	0.0529	-0.0897
O	4.8025	2.0253	11.1788	0.1059	-0.1609	-0.5279
O	9.7224	7.0387	10.4338	-0.1645	-0.1079	-0.1918
O	3.9334	5.8661	9.69	0.4028	-0.0143	-0.1211
O	0.049	1.2167	10.0431	0.1578	0.1402	-0.5327
O	8.0777	1.3964	14.227	-0.0399	0.0042	-0.0081
O	11.2151	3.5433	21.2341	0.0741	-0.0665	0.1102
O	0.5596	1.3753	-2.0058	-0.0839	0.1187	0.0691
O	11.7139	5.8915	23.9019	-0.0468	-0.3312	0.3071
O	12.7035	7.7022	22.2563	0.0895	-0.0249	-0.0215
O	7.6462	6.2054	23.2276	0.0657	-0.2229	0.1893
O	2.904	9.0732	20.9846	-0.037	0.0119	0.1522
O	10.3497	8.1307	23.3493	0.0097	-0.0432	0.0213
O	8.2654	6.8722	18.9663	-0.0944	-0.0801	0.087
O	2.1291	5.5365	12.3051	0.1538	0.0079	0.1602
O	8.9355	-0.2338	-1.1057	0.2375	0.2474	0.4251
O	9.4632	4.3289	22.9716	-0.0516	0.0643	-0.0576
O	9.8054	5.6839	-1.1352	0.0434	0.0038	-0.0714
O	9.7238	7.4011	16.7921	-0.0445	-0.0578	0.0168
O	10.6797	6.1869	21.493	0.0732	0.0685	0.1297
O	3.7771	5.513	14.4136	0.0396	-0.0361	-0.1569
O	2.4246	8.3997	15.8733	0.1097	-0.0186	-0.0163
O	0.9917	0.6099	12.506	-0.0909	-0.0367	-0.1765
O	3.3098	3.3053	12.9529	0.0608	-0.0097	-0.0372
O	2.3106	8.1571	12.0831	0.0527	0.0838	-0.0737
O	9.4664	-2.8085	12.3646	-0.0252	0.0445	-0.0316
O	10.2345	-0.3293	11.6474	-0.0896	-0.0022	0.0144
O	7.5271	0.8017	9.8758	-0.1163	0.1458	-0.0212
O	10.0095	2.2377	18.1003	-0.014	0.0193	-0.0006
O	7.6412	-0.8731	11.9486	-0.3045	0.122	-0.1848
O	6.4744	6.0916	10.0226	0.0692	-0.0436	-0.186
O	4.8414	5.2048	12.0313	0.1798	0.0515	-0.1465
O	5.6776	2.371	13.7088	-0.0791	-0.0103	-0.1064
O	9.7343	0.4677	16.1745	-0.081	0.0077	0.0201
O	4.5577	8.2743	17.4088	-0.0268	0.0426	0.015
O	9.0459	4.4115	10.8273	0.0844	0.1731	-0.2826
O	0.8586	10.2893	10.607	0.2101	-0.199	-0.1747
O	7.3402	11.0016	15.8827	0.0272	0.0273	0.0923
O	12.3787	2.982	17.0688	-0.0189	0.0086	0.021
O	5.3993	5.0637	16.4594	-0.006	-0.018	-0.0342
O	3.9748	10.1538	11.4056	0.1117	0.1679	-0.0469
O	8.1213	11.8814	18.2807	-0.0353	-0.0338	-0.02
O	1.6906	1.4732	15.0054	0.036	0.0076	-0.0331
O	11.2783	2.1876	23.6221	0.0356	0.1298	-0.0046
O	11.2833	12.5036	21.4497	0.0156	0.0862	-0.0199
O	2.0175	10.5423	14.3134	0.0331	-0.0133	-0.0299
O	8.9598	6.1874	12.7848	-0.0004	0.0626	-0.0815
O	7.0615	3.1598	15.8781	-0.0313	0.0632	0.0029
O	3.3369	10.2947	18.6344	0.0623	-0.0809	0.0233
O	8.0275	9.2275	17.7564	-0.066	0.0649	-0.0044
O	4.1097	8.9539	13.7969	0.0072	-0.0379	-0.2279
O	5.8271	10.6237	18.0359	0.0285	0.0094	0.0407
O	10.2629	-1.3973	20.9164	0.1623	0.1012	0.0843
O	10.5606	5.6868	15.02	-0.0631	-0.0388	0.0445
O	7.0814	4.5451	18.4036	0.0195	0.0069	0.0457
O	10.2717	3.1313	15.5262	0.0858	0.1034	0.0646
O	7.8026	3.8539	13.2812	0.0272	0.0464	-0.1048
O	10.4531	3.9617	12.981	-0.1028	0.0252	0.0277
O	2.2403	7.8695	18.5771	0.0944	0.0453	0.0196
O	8.8769	4.6356	20.3557	-0.0105	0.0082	0.0435
O	3.2008	3.4933	16.0564	-0.0178	0.0262	0.0631
O	11.4917	7.0537	12.4423	-0.0339	0.074	-0.0329
O	1.1048	8.1327	-4.0381	-0.0655	0.0661	0.1866
O	5.9752	8.0805	22.4203	-0.099	0.0709	0.0437
O	10.1666	10.8508	23.417	-0.017	-0.1167	0.0821
O	10.6758	11.2671	18.4745	-0.0243	0.0329	0.0027
O	8.0699	5.5229	16.1506	0.0038	-0.0202	-0.0134
O	10.307	8.5905	18.9479	-0.0319	0.0382	0.0178
O	9.2603	-0.9286	14.0564	-0.0125	0.001	-0.1975
O	5.1243	5.5844	22.9784	-0.0067	-0.4617	0.3102
O	1.3906	4.0526	-1.6887	-0.0035	0.2018	0.2864
O	3.5798	0.7808	13.2519	0.0991	0.0207	-0.1275
O	12.5506	10.3884	22.3636	0.0938	0.0018	0.0939
O	4.0655	10.4729	16.0248	0.0429	-0.1098	0.027
O	3.0287	6.011	16.9103	0.0565	0.0364	0.0214
O	10.3202	4.8223	17.5123	0.0252	-0.0763	-0.0261
O	7.9929	4.5013	-2.6826	0.0235	0.0533	-0.0127
O	1.0078	4.0021	14.6236	-0.0432	-0.0286	0.0049
O	12.5112	-1.6848	19.553	0.0338	0.0231	0.0361

Results
free energy: -113896.297 eV
free energy less fixed offsets of O -569.03, Si -635.61 eV per atom: 5.663 eV
pressure: -0.33 GPa
stress xx, yy, zz, yz, xz, xy (GPa, positive in tension): 0.01, 0.67, 0.31, 0.01, -0.02, 0.05

The program warned: the cutoff lies below the one the program advises for these potential files.
